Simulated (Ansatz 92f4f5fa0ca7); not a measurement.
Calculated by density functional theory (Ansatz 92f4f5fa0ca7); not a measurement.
Periodic cell of 272 atoms, Si165O105B2, from a study of silicon, its oxide and their interface. The atomic structure is a simulated model.
Doubt: the cutoff is far below the 930 eV that the study's wrapper takes by default for these files, so forces and energies are approximate.
This geometry differs little from another in the collection (a relaxation step or a small displacement).

Settings
functional: PBE
potential files: Ansatz PAW
basis: plane waves
wave-function cutoff: 580 eV
density cutoff ratio: 5
exchange-correlation grid ratio: 1
k mesh: 1 x 1 x 1, Gamma-centred
self-consistency stop: 5e-08 eV per atom in the density residual
occupations: fixed
spin: none
net charge: 0

Cell vectors (angstrom)
a	11.6015	0	0
b	0	13.3963	0
c	0	0	29.8085

Atoms: element, x, y, z (angstrom)
Si	11.5348	0.1845	22.9291
Si	3.9032	0.1564	23.0422
Si	7.6537	0.1213	23.1465
Si	2.0645	3.4563	22.8936
Si	5.9002	3.6817	23.0113
Si	9.7506	3.534	23.0361
Si	11.655	6.857	23.0799
Si	3.9472	7.0353	23.1844
Si	7.7761	6.8958	23.2802
Si	2.0284	10.2408	23.2607
Si	5.8499	10.0967	23.296
Si	9.8371	10.0867	23.2394
Si	11.6901	2.3907	23.7641
Si	3.9924	2.4055	23.7642
Si	7.7833	2.41	23.7839
Si	2.0244	5.7062	23.7074
Si	5.8187	5.8036	23.9962
Si	9.7294	5.7267	23.9015
Si	11.7473	9.0251	24.0305
Si	3.8997	9.1344	24.1794
Si	7.8412	9.0957	24.0398
Si	1.9018	12.5099	23.8146
Si	5.7653	12.3723	23.9297
Si	9.667	12.3963	23.7938
Si	11.6374	2.2972	26.1765
Si	3.9097	2.3085	26.1762
Si	7.7539	2.3105	26.1899
Si	1.9721	5.6207	26.1474
Si	5.8081	5.6575	26.329
Si	9.7024	5.6346	26.2653
Si	11.6621	8.9753	26.354
Si	3.8798	9.0114	26.4638
Si	7.7878	9.0084	26.3617
Si	1.9173	12.3863	26.2125
Si	5.7919	12.3295	26.2873
Si	9.6779	12.3462	26.1948
Si	1.9633	1.198	27.0205
Si	5.8221	1.182	27.0226
Si	9.6892	1.1793	27.0036
Si	11.643	4.51	27.0164
Si	3.8742	4.509	27.0395
Si	7.754	4.5179	27.0467
Si	1.9614	7.8107	27.08
Si	5.8413	7.8842	27.0934
Si	9.7107	7.8523	27.0756
Si	11.6075	11.2369	27.0405
Si	3.8402	11.2655	27.0777
Si	7.7552	11.245	27.0619
Si	1.9336	1.1164	29.4135
Si	5.8008	1.1164	29.4135
Si	9.6679	1.1164	29.4135
Si	0	4.4654	29.4135
Si	3.8672	4.4654	29.4135
Si	7.7343	4.4654	29.4135
Si	1.9336	7.8145	29.4135
Si	5.8008	7.8145	29.4135
Si	9.6679	7.8145	29.4135
Si	0	11.1635	29.4135
Si	3.8672	11.1635	29.4135
Si	7.7343	11.1635	29.4135
Si	0	0	0.3944
Si	3.8672	0	0.3944
Si	7.7343	0	0.3944
Si	1.9336	3.3491	0.3944
Si	5.8008	3.3491	0.3944
Si	9.6679	3.3491	0.3944
Si	0	6.6981	0.3944
Si	3.8672	6.6981	0.3944
Si	7.7343	6.6981	0.3944
Si	1.9336	10.0472	0.3944
Si	5.8008	10.0472	0.3944
Si	9.6679	10.0472	0.3944
Si	11.5466	-0.0495	2.75
Si	3.8201	-0.0649	2.7817
Si	7.6744	-0.0779	2.7516
Si	1.9281	3.2863	2.7365
Si	5.7651	3.2859	2.7818
Si	9.6273	3.312	2.7404
Si	11.5886	6.6508	2.7502
Si	3.8732	6.6276	2.7399
Si	7.7333	6.6657	2.7804
Si	1.9138	9.9937	2.7632
Si	5.8252	10.0314	2.7737
Si	9.6679	9.9739	2.7613
Si	11.5668	2.2032	3.4544
Si	3.8255	2.1399	3.5908
Si	7.704	2.1369	3.5026
Si	1.9139	5.5097	3.4831
Si	5.805	5.5317	3.5679
Si	9.6693	5.5259	3.551
Si	11.5944	8.8622	3.5931
Si	3.8915	8.8743	3.4396
Si	7.7405	8.8945	3.6218
Si	1.8557	12.2212	3.5647
Si	5.7461	12.2446	3.6627
Si	9.6097	12.1977	3.5156
Si	11.4865	2.1621	5.7745
Si	3.8813	1.9303	6.0051
Si	7.478	1.8968	5.855
Si	1.9201	5.3735	5.819
Si	5.7962	5.4821	5.9417
Si	9.6271	5.3716	5.9142
Si	11.5861	8.7215	5.9872
Si	3.9058	8.831	5.7571
Si	7.7541	8.8833	6.0336
Si	1.7395	12.1225	5.9461
Si	5.6806	12.3058	6.1498
Si	9.5706	12.1092	5.8707
Si	1.6757	0.9546	6.718
B	5.6721	0.9399	6.1413
Si	9.5956	0.9421	6.5803
Si	11.6034	4.311	6.7408
Si	3.8709	4.2439	6.5539
Si	7.6758	4.1511	6.5245
Si	2.0376	7.6175	6.5168
Si	5.8071	7.7593	6.7251
Si	9.6438	7.5799	6.7627
Si	11.4015	10.9373	6.7992
Si	3.6838	11.0059	6.6376
Si	7.6683	11.1381	6.8912
O	9.7879	7.4039	8.4202
O	9.919	0.8309	8.2221
O	1.0712	0.9371	8.3091
O	3.2842	10.6221	8.1996
O	5.7847	7.8875	8.3926
O	3.7844	4.2033	8.207
O	7.8356	3.8588	8.1523
O	0.1469	4.2634	8.4117
O	11.0576	10.8951	8.4466
O	7.8938	11.2063	8.5612
O	2.373	7.5161	8.1216
O	11.3963	0.2108	21.2538
O	9.7459	3.6335	21.3719
O	4.1276	7.545	21.5974
O	6.0138	4.1595	21.3964
O	5.7384	9.7534	21.6614
O	2.1455	3.3833	21.2134
O	7.3328	13.4493	21.5082
O	4.0012	0.1553	21.3806
O	7.6743	7.0026	21.6384
O	2.121	10.182	21.6132
O	11.5365	6.962	21.4194
O	10.1557	9.6494	21.6508
Si	11.655	6.445	11.3295
Si	1.5473	10.3401	16.3109
Si	0.2954	3.6609	9.9302
Si	8.0625	12.8545	20.1868
Si	2.9232	10.454	9.7658
Si	2.5581	10.3953	20.0689
Si	10.3419	3.6941	19.854
Si	0.2587	12.801	17.1482
Si	10.7941	0.6922	19.8026
Si	3.1933	7.753	16.2626
Si	0.3212	6.475	19.9184
Si	9.4152	2.5865	14.3881
Si	3.0059	2.4932	11.0994
Si	5.1143	12.0045	15.3488
Si	4.9252	8.6781	20.7172
Si	3.6284	-0.5179	11.4802
Si	5.6029	8.9069	14.8128
Si	-0.1401	11.3064	9.989
Si	9.4324	10.0193	20.2405
Si	3.4479	0.0509	19.8489
Si	7.4479	4.4334	9.6112
Si	2.2687	12.3186	14.2067
B	6.2832	0.0306	11.3956
Si	2.7945	2.9011	19.7745
Si	5.7461	4.4526	13.7522
Si	7.4775	0.2433	15.6315
Si	9.6273	11.3787	15.2235
Si	2.0413	6.5342	13.5735
Si	2.8805	3.5072	14.0701
Si	11.6751	9.1578	18.4491
Si	11.2542	0.8796	9.1719
Si	9.1131	7.0913	9.8749
Si	8.7008	8.5952	14.5936
Si	4.8222	7.1294	12.3807
Si	2.9764	5.627	18.7727
Si	2.5925	7.3934	9.71
Si	6.2991	8.3808	9.8638
Si	4.3587	4.7063	9.6315
Si	9.4039	10.524	12.2949
Si	5.9321	13.0315	17.98
Si	7.9814	4.9524	18.4086
Si	8.3296	5.4653	15.273
Si	7.1941	11.204	10.0501
Si	5.3875	4.1988	19.8847
Si	0.7947	1.5057	15.1399
Si	7.5299	7.5383	20.1222
Si	7.5776	2.471	12.0821
O	3.5062	6.0527	10.0313
O	1.9823	2.6442	15.1374
O	-0.3121	12.9411	10.1309
O	8.332	8.9117	19.8561
O	2.412	1.3137	19.5323
O	8.1545	5.4106	16.8743
O	2.7302	11.984	19.7173
O	7.1785	8.7989	15.1337
O	1.227	0.1814	14.2784
O	4.429	3.8397	14.5418
O	4.2932	3.41	10.6495
O	10.9699	2.1273	14.6151
O	11.4749	4.8368	10.9952
O	10.8485	12.0496	16.0842
O	8.9631	6.9496	14.8037
O	1.8216	3.2307	10.2785
O	8.505	5.5942	10.0024
O	11.1315	2.2844	19.5434
O	5.469	7.5405	10.9597
O	11.3912	7.582	18.8181
O	7.906	8.1599	10.0857
O	10.2344	7.2013	11.0552
O	9.2558	4.1618	14.8591
O	8.8167	11.476	20.5539
O	10.6434	10.5485	11.2046
O	8.372	12.2729	15.7676
O	4.4388	2.8747	19.8173
O	4.6521	0.2325	18.7682
O	10.4485	10.0862	18.978
O	6.8018	0.6997	17.0685
O	0.5694	6.7317	12.8686
O	1.1293	7.1315	10.3377
O	3.1853	7.1219	12.5495
O	3.9313	9.5573	19.7755
O	6.8139	5.2352	14.699
O	0.6074	0.9266	16.6545
O	1.5449	11.7663	17.1583
O	5.3914	8.2944	13.3369
O	2.6638	12.2642	12.636
O	6.4621	3.1877	13.0335
O	2.7848	9.3072	16.6315
O	5.98	7.8904	19.7563
O	1.9419	6.3925	19.772
O	1.4192	9.6856	19.1775
O	9.496	9.7501	15.4916
O	3.1698	8.8743	10.1908
O	9.0156	9.0704	13.0265
O	2.2205	7.2933	15.0126
O	9.1309	3.8653	18.786
O	4.7665	7.9415	15.8451
O	7.2328	0.909	11.8286
O	8.1364	6.3468	19.2211
O	5.9461	5.0656	9.5572
O	6.9694	-0.9545	19.0735
O	11.0696	2.25	10.0689
O	9.0455	2.5386	12.7962
O	9.7425	11.5352	13.5703
O	6.5629	4.2178	18.7593
O	6.0858	9.9923	10.0324
O	1.392	10.8181	10.1556
O	5.1797	10.4857	14.7502
O	1.6214	10.8741	14.735
O	11.3519	13.0494	18.6724
O	5.3894	11.8717	16.9618
O	8.1419	11.0078	11.3744
O	11.307	4.9926	19.6489
O	8.3644	1.5232	15.1172
O	2.4306	4.0485	18.619
O	3.8174	11.6215	10.471
O	9.1599	0.5715	19.7253
O	2.8602	2.6088	12.7127
O	3.6238	12.6105	15.0758
O	7.6074	3.2121	10.649
O	5.0929	-0.0818	12.0691
O	4.4214	5.4869	19.5332
O	6.1999	13.091	14.7284
O	3.087	6.5689	17.4147
O	3.0719	0.8783	10.7781
O	0.2681	9.428	16.8374
O	5.282	5.5902	12.6772
O	2.1603	4.9338	13.8113
O	6.5197	12.6675	10.2658

Results
free energy: -164915.910 eV
free energy less fixed offsets of B -154.04, O -568.88, Si -635.61 eV per atom: 0.220 eV

Forces (eV/angstrom), in the order of the atoms: element, x, y, z
Si	0.0008	-0.0019	0.0006
Si	0.0019	-0.0011	0.001
Si	-0.0003	-0.0011	0.0003
Si	0.0024	-0.0007	0.0002
Si	0.0009	-0.0004	0.0007
Si	0.0006	-0.0024	0.0006
Si	0.002	-0.0035	0.0006
Si	-0.0005	-0.0023	0.0015
Si	0.0024	-0.0003	0.0043
Si	0.0002	0.0011	0.0008
Si	0.0026	0.0019	0.001
Si	0	0	0
Si	-0.0014	-0.0013	0.0004
Si	-0.0022	-0.0002	-0.0008
Si	0.0002	0.0001	-0.0006
Si	-0.0005	0.0024	-0.0009
Si	-0.0001	0.0018	0.0004
Si	-0.0024	0.0025	0.0007
Si	0	-0.0004	-0.0004
Si	-0.0014	-0.0011	-0.0012
Si	-0.0022	-0.0018	0.002
Si	-0.0005	0.001	-0.0003
Si	-0.0012	-0.0005	-0.0005
Si	0.0009	-0.0002	0
Si	0.001	-0.0005	-0.0005
Si	0.0013	-0.0015	-0.001
Si	-0.0008	-0.0009	-0.0007
Si	0.0007	-0.0008	-0.0004
Si	-0.0002	-0.0006	-0.0011
Si	0.0001	-0.0009	-0.0004
Si	-0.0003	0.0006	-0.0001
Si	0.0004	0.0021	0.0011
Si	0.0003	0.0021	0.0006
Si	0.0002	-0.0008	-0.0006
Si	-0.0002	-0.0004	-0.0015
Si	0.0009	-0.0012	-0.001
Si	-0.0011	-0.0005	0.0005
Si	0.0006	-0.0001	0.0025
Si	-0.0003	0	0.0003
Si	-0.0012	0.0004	0.0004
Si	-0.0011	0.0016	0.0006
Si	0.0004	0.0007	0.0003
Si	-0.0009	-0.0014	0.0001
Si	-0.0013	-0.0017	-0.0009
Si	0.0008	-0.0011	0
Si	-0.0002	0.0002	0.0003
Si	0.0004	0.0002	0.0005
Si	-0.0008	0.0002	0.001
Si	0.067	0.185	-0.1614
Si	0.0566	0.1357	-0.1235
Si	0.0731	0.109	-0.2385
Si	0.1255	0.0499	-0.1361
Si	-0.0795	0.0303	-0.1121
Si	0.0785	0.0108	0.0271
Si	0.0029	-0.1819	0.2884
Si	0.0943	-0.0051	0.4531
Si	0.0754	-0.0053	0.1855
Si	0.0055	0.1721	-0.0453
Si	-0.0941	0.2894	0.2877
Si	0.035	0.2015	0.0431
Si	-0.0834	-0.1307	-0.1249
Si	-0.044	-0.1831	0.1653
Si	-0.1532	-0.2226	-0.0931
Si	0.0893	-0.1364	-0.1627
Si	-0.1064	-0.0707	0.0793
Si	-0.1426	-0.0362	-0.216
Si	-0.0576	0.0189	-0.0202
Si	-0.0042	-0.1272	-0.1358
Si	0.0034	0.0407	0.1592
Si	-0.0837	-0.0254	-0.0539
Si	0.1542	0.0925	0.0228
Si	-0.0146	-0.1561	-0.0345
Si	0.0012	0.0028	-0.0041
Si	-0.0003	0.0028	-0.0057
Si	0.0007	0.0006	-0.0047
Si	0.006	-0.0046	-0.0058
Si	0.0015	-0.0015	-0.0087
Si	-0.009	-0.007	-0.0055
Si	0.0016	0.004	0.0024
Si	-0.0009	-0.0008	0.0004
Si	0.0007	-0.0008	0.0029
Si	-0.0045	-0.0009	-0.0009
Si	0.0015	0.001	-0.0014
Si	0.001	0.0003	0.0005
Si	-0.0011	0.004	-0.0032
Si	-0.0061	0.0004	0.0136
Si	0.0034	0.0053	0.017
Si	-0.0016	-0.0073	-0.0048
Si	0.0024	-0.0009	-0.0067
Si	-0.0022	-0.0071	-0.0023
Si	0.0006	-0.0029	0.0012
Si	-0.0013	0.001	0.0002
Si	-0.0002	0.0004	-0.0044
Si	0.0046	0.0011	0.0002
Si	-0.004	-0.0084	0.0057
Si	-0.0033	-0.0002	-0.0031
Si	0.002	-0.0077	-0.0015
Si	0.0133	-0.0004	0.0003
Si	-0.0186	-0.0129	-0.0146
Si	-0.0043	0.0129	-0.0021
Si	0	0.0142	-0.0099
Si	-0.0023	0.0169	0.0041
Si	0.002	0.0056	-0.0001
Si	0.0019	-0.0015	0.0011
Si	0.0001	-0.0064	-0.0052
Si	0.0022	0.0026	-0.0041
Si	-0.0046	0.0049	-0.0171
Si	0.0141	0.0008	-0.0007
Si	0.0014	0.0028	0.0061
B	0.0014	0.0077	0.0057
Si	-0.0043	0.0052	0.0027
Si	0.0004	-0.0105	0.0025
Si	0.0035	-0.0154	0.0064
Si	-0.0006	0.0043	0.0054
Si	-0.0078	0.0035	0.0012
Si	-0.0026	-0.0018	0.0042
Si	0.003	0.0026	-0.018
Si	-0.0063	-0.0098	-0.0072
Si	0.0009	-0.0063	-0.0001
Si	-0.0006	0.0004	-0.0069
O	-0.017	-0.0053	0.0532
O	-0.0052	-0.0048	-0.0121
O	0.0067	-0.0018	-0.0085
O	0.0047	0.0025	-0.0047
O	0.0022	0.0013	0.0025
O	0.0054	0.0067	0.0087
O	-0.0202	0.0166	0.0654
O	0.0002	0.001	-0.0071
O	-0.0037	0.0054	0.001
O	0.0086	-0.0008	0.0038
O	0.0031	-0.0046	0.0051
O	-0.0003	0.0009	-0.0006
O	-0.0001	0.0009	-0.0016
O	0.0004	0.0007	-0.0003
O	-0.0005	0.0001	0.0001
O	0	-0.0005	0
O	-0.0006	0.0003	0.0003
O	0.0004	0.0009	0.0001
O	0.0003	0.0003	-0.0002
O	0.0001	-0.0012	0
O	-0.0001	-0.0006	0.0012
O	-0.0005	0.0009	0.0003
O	0.0005	0.0004	-0.0003
Si	0.0045	-0.0018	-0.0025
Si	0.0009	0.0014	-0.0034
Si	0.0041	0.0105	0.004
Si	0.0007	-0.0008	0.0009
Si	0.0001	-0.008	0.0087
Si	0.0003	-0.0003	0.0001
Si	-0.0008	-0.0005	0.0006
Si	-0.0001	0.0011	-0.003
Si	0.001	-0.0002	0.0006
Si	0.0006	-0.0016	-0.001
Si	0.0002	-0.0005	0.0003
Si	0.0015	0.0005	-0.0008
Si	0.0002	-0.0031	0.0075
Si	0.0016	-0.0005	-0.0035
Si	0.0001	-0.0006	-0.0007
Si	-0.0072	-0.0027	0.0018
Si	0.0007	-0.0013	-0.0042
Si	-0.0019	-0.0032	0.0023
Si	0.0004	0.0012	-0.0001
Si	-0.001	0.0005	0.0013
Si	0.0337	0.0366	0.0034
Si	-0.0032	0.0001	0.0004
B	0.0054	-0.0005	-0.0084
Si	-0.0005	-0.0003	0.0007
Si	0.0021	0.0004	-0.0011
Si	0.001	0.0013	-0.0032
Si	0.0014	-0.0014	-0.0017
Si	0.0027	-0.0036	0.0004
Si	0.0001	0.0022	0.0036
Si	0.0005	0.0004	0.003
Si	0.0003	-0.0042	0.0097
Si	-0.0084	-0.0142	-0.0085
Si	0.0006	-0.0053	-0.0025
Si	0.0016	-0.0072	-0.0011
Si	0	-0.0001	-0.0009
Si	-0.0004	-0.0009	-0.0084
Si	-0.0038	-0.0028	0
Si	-0.0071	0.0048	0.0026
Si	0.0015	-0.0039	0.0031
Si	0.0004	-0.0001	0.001
Si	0.0005	-0.0009	-0.0026
Si	-0.0006	-0.0018	-0.004
Si	0.0033	-0.0214	0.0068
Si	0.0003	-0.0002	0.0004
Si	-0.0002	0.0023	-0.0031
Si	-0.0021	0.0003	-0.0002
Si	-0.0047	-0.0024	0.0033
O	0.0045	-0.0027	-0.0006
O	-0.0002	-0.0009	0.0004
O	-0.0011	0.0052	-0.0007
O	0.0004	0.0015	-0.0017
O	-0.0003	-0.0001	-0.0003
O	-0.0001	-0.0008	0.0027
O	0.0006	-0.0001	-0.0009
O	-0.0019	0.0007	0.001
O	0.0007	-0.001	-0.0004
O	-0.0005	-0.0007	0.0002
O	0.001	-0.0041	-0.0007
O	0.0003	-0.0011	0.0008
O	-0.0015	-0.0019	0.0003
O	-0.0003	-0.0009	0.001
O	0.0005	0.0007	0.0002
O	0.0013	0.0039	-0.0039
O	-0.0392	-0.0323	-0.0608
O	0.0002	-0.0002	-0.0002
O	0.0014	0.0027	-0.0007
O	0.0001	-0.0006	-0.0009
O	0.0145	-0.0138	-0.0011
O	-0.01	-0.0037	-0.0065
O	-0.0008	0.0013	0.0014
O	-0.0002	-0.0004	0.0002
O	-0.0025	-0.0018	-0.0002
O	-0.0007	0.0004	0.0013
O	0.0001	-0.0001	-0.0002
O	0.001	0.0001	-0.0009
O	0.0009	-0.0003	-0.0004
O	-0.0003	0.0001	0.0007
O	-0.0022	0.0006	-0.0014
O	-0.0023	0.0009	0.0013
O	-0.0016	-0.0005	0.0002
O	0.0002	0.0003	-0.0004
O	0.0004	-0.0003	0.0008
O	0	-0.0016	0.0018
O	0.0005	-0.0011	0.0021
O	-0.0002	0.0022	0.001
O	0.002	0.001	-0.0028
O	0.0018	-0.0027	-0.0027
O	-0.0014	0.0001	0.0004
O	-0.0002	0.0005	0.0001
O	0.0003	-0.0001	0
O	-0.0003	-0.0012	-0.0002
O	0.0007	0.0014	0.0016
O	0.0007	-0.0008	0.0019
O	0.0007	0.0017	-0.001
O	0.0002	0.0001	0.0003
O	-0.0001	-0.0003	0.0001
O	-0.0013	-0.0001	0.0011
O	0.0003	0.0006	0.0009
O	0.0012	-0.0027	-0.002
O	0.04	-0.0055	-0.0094
O	-0.0006	-0.0003	-0.0008
O	-0.0029	-0.0101	0.0023
O	-0.0015	-0.001	-0.0035
O	0.0003	-0.0004	0.0007
O	0.0001	-0.0001	-0.0004
O	-0.0015	0.0005	-0.0005
O	-0.0031	0.0016	0.002
O	-0.0003	0.0001	0.0002
O	0.0007	-0.0007	-0.0014
O	-0.0002	-0.0003	0
O	0.0001	-0.0006	0.0009
O	-0.0032	0.0011	-0.0038
O	0.0006	0.0004	-0.0003
O	-0.0005	-0.0014	0.0003
O	-0.0001	0	0.0001
O	0.0051	0.0009	-0.0002
O	0.0003	-0.0003	-0.0007
O	0.0006	-0.001	-0.0072
O	-0.0005	0.0001	0.0005
O	0.0063	0.0287	-0.0131
O	-0.0082	0.0048	0.0087
O	0	-0.0008	-0.0009
O	0.0002	-0.0007	0.0014
O	0.0003	0	-0.0001
O	-0.0018	-0.0006	-0.0066
O	0.0006	0.0004	-0.0021
O	-0.0017	0.001	0.0003
O	0	0.0008	0.0001
O	0.0007	0.0097	-0.0022

The program warned: the cutoff lies below the one the program advises for these potential files; the exchange-correlation potential is rough where the density is thin.
